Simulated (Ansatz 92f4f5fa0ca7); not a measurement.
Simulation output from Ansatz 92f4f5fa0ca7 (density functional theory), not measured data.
Periodic cell of 144 atoms, Si90O54, from a study of silicon, its oxide and their interface. The atomic structure is a simulated model.

Settings
functional: r2SCAN
potential files: Ansatz norm-conserving
basis: plane waves
wave-function cutoff: 1300 eV
density cutoff ratio: 4
exchange-correlation grid ratio: 1
k mesh: 2 x 2 x 1, shifted by 0.5 0.5 0.5 of a step
self-consistency stop: 5e-08 eV per atom in the density residual
occupations: Fermi-Dirac, 0.05 eV
spin: none
net charge: 0

Cell vectors (angstrom)
a, 11.54, 0, 0
b, 0, 11.54, 0
c, 0, 0, 18.5197

Atoms: element, x, y, z (angstrom)
Si, -2.2734, -0.0182, 0.7992
Si, -0.046, 1.3097, -2.9064
Si, -0.1844, 7.0057, 0.7618
Si, 4.5173, -0.703, 1.2706
Si, 0.6385, 4.8609, -0.2589
Si, 4.3722, 8.7559, 0.2373
Si, 7.4867, -0.6463, -1.6445
Si, 9.1566, 4.3038, -0.7713
Si, 7.5825, 7.9529, -0.4547
Si, 2.0128, -0.3848, 1.3697
Si, 2.0219, 3.7394, 1.293
Si, 1.7123, 7.7307, 1.9272
Si, 5.5666, 0.9081, 0.041
Si, 6.1216, 4.1181, 1.637
Si, 6.1485, 7.6646, 1.4102
Si, 11.3785, -0.3505, -0.0217
Si, 8.5833, 3.7583, 1.3635
Si, 9.4634, 7.9688, 1.1719
Si, 1.6498, 1.5011, 2.7656
Si, 2.1245, 5.6789, 2.8967
Si, 1.9115, 9.5293, 3.3553
Si, 5.9765, 1.9564, 2.4724
Si, 5.7921, 6.1485, 3.0566
Si, 5.7457, 9.3356, 2.8664
Si, 9.4604, 1.8733, 2.4776
Si, 9.3122, 5.6059, 2.7561
Si, 9.6152, 9.8289, 2.4861
Si, -0.3875, 1.8731, 4.2026
Si, -0.0194, 5.8224, 3.9621
Si, -0.1971, 9.4522, 4.1102
Si, 3.9008, 1.7491, 3.7638
Si, 4.05, 5.7337, 4.4241
Si, 4.0498, 9.4561, 4.311
Si, 7.7182, 1.7945, 3.802
Si, 7.6461, 5.5351, 4.5717
Si, 7.7493, 9.769, 4.2244
Si, 0.2923, -0.2466, 5.5501
Si, 0.2041, 3.9526, 5.3134
Si, 0.1432, 7.7341, 5.5204
Si, 4.07, -0.0676, 5.4761
Si, 4.0761, 3.4229, 5.3594
Si, 3.7161, 7.7488, 5.785
Si, 7.9826, 0.0893, 5.5517
Si, 7.8904, 3.2905, 5.7254
Si, 7.9364, 7.706, 5.4402
Si, 2.305, 0.1497, 6.9563
Si, 2.2327, 4.0407, 6.5507
Si, 1.9302, 8.2008, 7.2339
Si, 5.8623, 0.1786, 7.0182
Si, 5.8753, 3.8048, 6.8055
Si, 5.9596, 7.9558, 7.038
Si, 10.0042, 0.4748, 6.6373
Si, 9.8122, 4.0501, 6.7536
Si, 9.8372, 7.7222, 6.7408
Si, 1.5795, 2.1482, 8.101
Si, 2.4289, 5.8151, 8.1103
Si, 2.2536, 9.9656, 8.5509
Si, 5.7754, 2.1958, 8.3336
Si, 6.1719, 5.8818, 8.2097
Si, 6.3285, 9.9564, 8.4635
Si, 9.9004, 2.2277, 8.0765
Si, 9.693, 5.9409, 8.1563
Si, 9.8599, 10.0007, 8.0122
Si, -3.585, 2.3239, 9.4481
Si, -0.0558, 6.2633, 9.4143
Si, 0.1937, 9.4449, 9.4523
Si, 4.0967, 2.8293, 9.9217
Si, 4.7887, 7.72, 11.378
Si, 4.8729, 9.7531, 10.2007
Si, 9.932, 6.2118, 11.36
Si, 7.9291, 4.7994, 9.4179
Si, 8.2346, 10.6034, 9.7076
Si, -0.6834, -6.4939, 14.1915
Si, -8.9196, 8.8217, 16.2329
Si, 0.8716, -1.208, 14.5223
Si, 5.5731, 6.3248, 15.9443
Si, 4.2877, 6.0703, 9.6689
Si, 4.9738, 11.3181, 12.7486
Si, 7.7375, -1.475, 13.7755
Si, 9.5007, 9.3494, 11.4964
Si, -2.3355, 3.3786, 14.8998
Si, 3.9797, 3.3517, 18.2479
Si, 6.3582, 7.233, 13.2491
Si, 14.4325, -2.3869, 13.337
Si, -1.8828, 6.784, 16.1056
Si, 1.9708, 3.1698, 14.3151
Si, -0.1328, 8.577, 16.6824
Si, 3.1966, 4.5941, 16.4963
Si, 4.4149, 14.1103, 12.724
Si, 6.6884, 4.4659, 14.0788
O, -2.4281, -5.7042, -1.206
O, -6.2338, -4.5875, -4.043
O, 0.0374, 0.1469, -4.093
O, -0.653, 6.3999, -3.4352
O, 3.052, 8.1922, 1.0126
O, 5.2657, 10.9831, -7.2761
O, 6.1845, 0.3313, -1.3697
O, -0.7031, 3.9134, -0.5858
O, 1.4165, -3.4571, -1.6261
O, 1.3935, 2.2035, 1.3728
O, 8.4998, 7.0652, 2.2253
O, 2.9503, 8.3565, -3.752
O, 8.4967, 0.2884, -0.5778
O, 2.6273, 2.362, -9.1708
O, 1.5209, 2.1108, -3.1162
O, 7.8339, -0.9164, -3.1333
O, 6.7539, 7.0782, -1.6813
O, 7.1905, 9.5376, -0.7735
O, -2.201, -3.8555, 11.7802
O, 1.2636, 5.2039, 9.2364
O, 6.2277, 4.7908, 15.585
O, 0.0239, 2.2036, 8.51
O, -2.8082, 3.3691, 16.4745
O, -0.4792, 9.7067, 10.9669
O, 7.1271, 5.8018, 13.2113
O, 3.1885, -1.6108, 9.935
O, 14.5543, 4.292, 14.9593
O, 5.3041, 3.8307, 13.1606
O, 4.2455, 15.9436, 10.2808
O, 4.6923, 13.64, 11.2294
O, 8.0849, -10.8494, 10.0256
O, 5.1003, 1.1922, 13.3773
O, 11.8027, 7.8267, 9.2278
O, 8.4302, 5.4766, 10.9553
O, -2.4399, -1.4161, 12.9522
O, 1.4195, -1.7034, 13.064
O, 3.2976, 7.988, 12.1531
O, 3.8944, -1.1395, 13.4595
O, -7.3552, 5.9635, 16.4569
O, 10.6027, 5.5038, 12.6307
O, 3.9904, 20.2159, 16.9826
O, 6.5773, 10.8765, 13.1185
O, 19.3238, 3.32, 14.0424
O, 7.1478, -3.0009, 13.8248
O, 11.443, 0.718, 17.1056
O, 1.7919, 5.1777, 17.0764
O, -1.3727, 2.0161, 14.9635
O, 1.915, 10.3432, 15.798
O, -0.5981, -1.8886, 17.9668
O, 0.574, 4.0528, 14.1076
O, 5.3638, 4.1872, 18.5717
O, 2.8516, 2.5917, 13.2133
O, 15.6524, 1.9005, 18.0493
O, -0.1545, 9.3588, 15.2348

Results
free energy: -35631.372 eV
free energy less fixed offsets of O -463.61, Si -117.95 eV per atom: 19.068 eV
pressure: -0.80 GPa
stress xx, yy, zz, yz, xz, xy (GPa, positive in tension): 1.66, -0.51, 1.25, 1.57, 2.69, -0.02

Forces (eV/angstrom), in the order of the atoms: element, x, y, z
Si, 2.0837, 1.7, 2.6734
Si, 1.6317, -0.3753, -1.788
Si, 1.9717, -1.6218, -1.4029
Si, -0.6923, -0.5891, -0.4671
Si, 0.2347, 0.1152, 0.364
Si, -1.4249, -0.6476, -1.5903
Si, -0.6538, 1.0228, 3.3198
Si, 2.4443, -2.8026, -0.1729
Si, -1.0952, 0.2027, -0.8193
Si, 0.0624, -1.0207, 1.8955
Si, 0.9987, 1.8031, -1.3083
Si, 1.7344, 0.155, -1.0429
Si, -2.4168, 0.6253, -0.1173
Si, 0.1347, 0.4989, -0.65
Si, -0.3741, -0.0495, -1.1864
Si, 1.076, 0.7078, -2.093
Si, -0.7086, 1.2751, 0.7019
Si, -2.2362, 0.0337, -0.3513
Si, -0.0208, -2.2839, 2.4275
Si, 0.0956, -1.0403, 0.3074
Si, 0.1765, 0.4124, -2.2056
Si, -2.0468, 0.3743, -1.3406
Si, 1.1496, -2.4411, -0.4212
Si, 1.0856, 2.1569, -0.1539
Si, 0.7568, -0.4309, -1.6735
Si, -1.1472, 0.7078, 0.7713
Si, -1.5634, 0.3162, 0.8268
Si, 2.6355, -0.4214, -0.8158
Si, 0.1806, 0.0803, -0.1894
Si, -0.0216, 2.019, 0.2954
Si, -0.0592, -0.7567, 0.1365
Si, -1.809, -0.2722, 0.0544
Si, -1.2319, -0.242, 0.7378
Si, 0.1738, -0.6054, 3.1717
Si, 0.4501, -0.11, -1.1164
Si, 0.414, -1.2247, -1.4259
Si, -0.2426, 1.0877, -0.7136
Si, -1.0993, -0.3332, 0.0587
Si, 0.69, -0.9803, 0.1186
Si, 0.5508, 0.8716, -0.404
Si, 0.564, 1.897, -0.4573
Si, 1.6364, -0.4488, 0.6464
Si, -1.4462, 0.7571, -0.1922
Si, -1.0678, 1.7489, -1.67
Si, -1.2353, 0.3638, 0.6139
Si, -1.4149, 0.0043, -0.1785
Si, -1.0537, -1.343, 0.8893
Si, 0.4627, -3.7035, -1.9138
Si, 1.0208, 0.4812, -0.4581
Si, 0.3867, 1.019, -0.1049
Si, 1.0572, -0.1875, -0.4691
Si, -0.9738, -2.0169, 0.9404
Si, 0.8723, 0.6289, -0.3579
Si, -1.953, 1.7382, 1.3239
Si, 1.2249, 1.4327, -1.0721
Si, -0.7148, 1.1679, 0.8942
Si, -0.1074, 1.2601, 1.9419
Si, 0.4289, -0.9407, 0.8513
Si, -0.7971, -0.5567, -0.0546
Si, -0.5165, -0.9763, -0.6424
Si, 1.3918, 0.1492, -0.0097
Si, -1.2517, -1.6592, -1.3618
Si, 0.1201, -0.074, -0.0712
Si, -0.3046, -1.99, -1.194
Si, -0.1179, -1.8714, 1.6801
Si, -2.0412, 0.9443, 0.0162
Si, 0.6426, 0.1828, -2.0805
Si, -0.8029, -0.334, 0.5252
Si, -0.9903, 0.751, 0.3073
Si, -1.3883, -0.5615, -0.8581
Si, 1.5542, 2.1662, 2.1983
Si, 0.7597, -0.6315, 0.0128
Si, -0.9125, -1.4241, -1.9108
Si, 0.2757, 2.8499, -1.4102
Si, -0.5471, 0.9603, 1.1569
Si, 3.3186, -0.3968, -0.92
Si, 0.631, -2.5966, -0.3295
Si, 4.7176, -1.7634, 1.6463
Si, -1.5488, -0.3137, 1.6232
Si, -0.2131, 0.1772, 0.4759
Si, 0.9034, -0.8041, 0.9088
Si, -1.636, 7.4773, 1.2499
Si, -0.9892, 0.6386, 0.7272
Si, 0.5411, -2.868, -0.9648
Si, 0.35, 3.5156, 0.639
Si, -1.8901, 3.8459, 3.2944
Si, -1.4676, 0.1733, 1.2603
Si, 0.8364, 2.5351, 0.9212
Si, 1.8812, -0.6804, 2.7759
Si, -3.5958, -0.3165, -2.2649
O, 0.2319, 0.0658, -0.2014
O, 0.342, 0.6937, -0.1743
O, 0.8398, 0.9321, 0.3938
O, 0.4713, -1.4921, -0.0765
O, -0.8645, -0.7793, -0.4948
O, -1.8094, -0.5618, -2.9825
O, -0.1076, 0.3142, -0.103
O, 0.1042, 1.2052, -0.8291
O, -1.5462, -0.8291, 1.1271
O, -0.4901, 2.7116, -1.6804
O, 1.6417, -1.3783, -0.0483
O, -0.1074, -0.703, -3.1319
O, -0.8227, -1.5388, -1.608
O, 0.1774, -0.0454, 1.1042
O, -2.8732, -1.7579, 1.1603
O, 1.0082, -0.4685, -1.9585
O, -0.6223, 0.2628, 0.5717
O, 0.4843, 0.1247, -0.6802
O, 0.5553, 2.4865, -0.4888
O, -0.7934, 2.0186, -0.1819
O, 0.4249, 0.9831, -0.2957
O, -0.4495, -0.412, 0.9494
O, -0.4108, 1.0124, 0.6166
O, -0.7008, -0.5009, 0.1831
O, 0.5226, -0.6264, 0.6155
O, 1.2982, -0.0319, -1.0834
O, -0.8087, -1.4118, -1.0892
O, 1.5492, 0.7044, 1.2248
O, -0.6114, 1.2062, -0.3098
O, -1.6586, 0.3859, -1.0462
O, 0.0812, 0.5822, 0.4488
O, -1.912, 2.8807, 0.721
O, 0.5888, 0.0716, 0.5897
O, 1.1871, -0.5215, -1.3545
O, 1.3598, -0.7834, -1.1652
O, 0.7186, -0.4742, 1.1133
O, 0.0878, 1.8187, 1.4818
O, -0.014, -0.1607, -0.3229
O, -3.2738, -1.1236, 2.2575
O, -0.0042, -0.3116, 1.0477
O, 1.6259, 0.7386, 3.7507
O, -0.8093, 0.3581, 0.4855
O, 2.0367, -0.6871, 0.1986
O, 0.8478, -0.7494, -0.4542
O, 0.0174, -0.698, 0.9283
O, -2.2527, -0.0653, 0.6352
O, -0.1806, 1.1025, 0.229
O, 2.0016, -0.1875, 0.2999
O, 1.1587, 0.0519, -1.6697
O, 1.2922, -0.1194, -0.5492
O, 0.9991, -0.2384, 2.0483
O, 1.7576, -1.2666, -3.8611
O, 3.5441, -8.534, -0.1474
O, -2.3212, -2.5702, 0.8185
